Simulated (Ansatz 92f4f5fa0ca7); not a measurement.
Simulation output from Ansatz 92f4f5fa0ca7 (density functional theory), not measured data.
Periodic cell of 257 atoms, Si144O113, from a study of silicon, its oxide and their interface. The atomic structure is a simulated model.
This geometry differs little from another in the collection (a relaxation step or a small displacement).

Settings: functional r2SCAN; potential files Ansatz PAW; basis plane waves; wave-function cutoff 800 eV; density cutoff ratio 5; exchange-correlation grid ratio 1; k mesh 1 x 1 x 1, shifted by 0.5 0.5 0 of a step; self-consistency stop 1e-10 eV per atom in the density residual; occupations fixed; spin none; net charge 0.

Cell vectors (angstrom)
a	10.88	0	0
b	0	10.88	0
c	0.7525	1.6661	35.8947

Atoms: element, x, y, z (angstrom)
Si	11.66	3.782	-7.3895
Si	9.5586	2.8624	-4.2007
Si	5.7593	7.8093	-1.0021
Si	5.7185	5.9566	-8.7738
Si	2.8798	3.5331	-5.3259
Si	7.1047	3.202	-0.0191
Si	5.8152	3.9202	-6.4624
Si	2.0174	3.6465	-0.6288
Si	6.2869	7.6392	1.3722
Si	9.9706	11.3517	0.5824
Si	6.1536	2.3623	1.8743
Si	9.2569	5.1852	1.2997
Si	1.7471	8.2078	1.2778
Si	4.5991	11.4828	1.6883
Si	10.8813	14.9406	2.6372
Si	4.6741	5.8711	1.6491
Si	5.4931	9.5034	2.6787
Si	8.0291	12.377	2.8669
Si	5.3596	4.1574	3.041
Si	8.0437	6.6819	2.6568
Si	10.9872	9.3019	2.5401
Si	13.6351	12.3178	2.8525
Si	12.2258	13.4591	1.3741
Si	2.8737	6.8119	2.7368
Si	4.1047	8.2392	4.1265
Si	6.8909	10.7628	4.1188
Si	3.9737	13.6711	4.304
Si	6.846	5.448	4.2502
Si	9.4929	8.0962	3.9443
Si	12.1806	10.8477	3.989
Si	9.536	13.6621	4.1161
Si	12.2647	5.4336	3.9982
Si	5.437	6.8458	5.5085
Si	8.2184	9.4306	5.4671
Si	5.472	12.2098	5.4168
Si	8.2187	14.9732	5.5304
Si	10.8803	6.7903	5.3415
Si	13.5613	9.5599	5.4161
Si	10.8695	12.2217	5.4201
Si	13.5013	15.0258	5.5684
Si	6.8215	8.1551	6.8704
Si	9.5302	10.8623	6.8046
Si	6.8143	13.5802	6.7812
Si	9.5731	5.4683	6.8116
Si	12.2217	8.1568	6.7263
Si	4.0784	10.8904	6.7719
Si	12.186	13.5834	6.8554
Si	4.0619	5.4803	6.858
Si	5.4147	9.5445	8.1685
Si	8.1439	12.2352	8.1523
Si	5.4616	14.9388	8.1367
Si	8.1975	6.777	8.188
Si	10.9088	9.4962	8.1333
Si	2.7512	12.2377	8.1552
Si	10.8526	4.0931	8.2047
Si	13.5573	6.8544	8.1594
Si	4.0358	8.1935	9.5283
Si	6.7632	10.918	9.516
Si	4.1246	13.585	9.5077
Si	6.8222	5.3991	9.5102
Si	9.5606	8.1506	9.5159
Si	12.2933	10.8325	9.487
Si	9.4675	13.6143	9.5289
Si	12.2218	5.4841	9.5194
Si	5.4201	6.7801	10.7784
Si	8.1475	9.5218	10.7691
Si	5.439	12.2476	10.9585
Si	8.1295	4.0709	10.9618
Si	10.8929	6.8235	10.9516
Si	2.7188	9.5264	10.9772
Si	10.8984	12.2131	10.7379
Si	2.7618	14.9977	10.7613
Si	6.7717	8.157	12.0706
Si	9.5483	10.8508	12.0701
Si	6.7766	13.5996	12.3728
Si	9.5026	5.4695	12.2919
Si	1.38	8.1469	12.3865
Si	4.0922	10.8834	12.3555
Si	12.284	13.5949	11.995
Si	4.105	5.4247	12.1632
Si	5.5148	9.4307	13.5973
Si	8.2612	12.162	13.5132
Si	5.3511	4.1219	13.6888
Si	8.0484	6.8767	13.5405
Si	-0.0876	9.5644	13.6106
Si	2.6629	12.3617	13.5351
Si	10.9883	4.0241	13.4129
Si	2.8331	6.7298	13.6563
Si	4.6275	7.6648	14.9198
Si	7.3394	10.3762	14.7311
Si	3.5469	3.1991	14.9295
Si	6.3545	5.8901	14.8803
Si	8.9764	8.638	14.8396
Si	0.8344	11.4386	14.6723
Si	8.6939	2.8741	17.2999
Si	1.7817	4.9389	14.7813
Si	4.441	10.0982	-5.0782
Si	10.0751	13.1531	14.6428
Si	5.9641	10.0963	21.566
Si	10.1269	10.2655	20.9481
Si	4.7729	5.1053	-0.5344
Si	1.4716	11.0812	16.8607
Si	2.7045	9.1687	24.1822
Si	12.0802	7.967	21.9592
Si	4.7012	7.0263	24.6171
Si	3.8405	8.3459	20.3319
Si	3.0108	8.47	17.4797
Si	2.6879	12.119	24.0608
Si	8.3643	11.8921	-1.9236
Si	5.6655	12.0941	-7.0556
Si	1.4155	13.0642	-3.2509
Si	9.8779	9.2254	-8.0063
Si	4.2996	3.5066	19.6064
Si	12.2323	4.1153	19.5168
Si	7.7632	7.8301	-9.7747
Si	11.1567	6.3087	-0.7584
Si	3.5353	10.0534	-0.5622
Si	8.1383	5.1561	-5.3793
Si	7.4433	5.7398	16.9921
Si	10.7208	12.3875	19.0474
Si	8.3205	9.1168	23.0214
Si	11.105	7.7312	-3.5043
Si	6.7688	9.4804	-3.2671
Si	1.6747	6.1423	-5.7877
Si	8.1644	6.2209	21.8469
Si	9.4758	3.155	-7.0683
Si	4.5805	12.5909	-9.7915
Si	8.7633	8.2841	-5.1456
Si	5.9238	6.0498	19.6711
Si	11.6024	3.459	24.188
Si	6.4906	10.5806	-9.3989
Si	5.0027	13.0352	22.2208
Si	8.903	7.591	16.9725
Si	7.8133	9.7153	19.0076
Si	4.0407	12.8478	16.9149
Si	1.8345	9.0313	-9.1919
Si	2.0151	10.2445	-3.2676
Si	9.0618	11.9492	-9.2193
Si	3.8287	8.0146	-7.1936
Si	11.7078	6.2872	17.4941
Si	6.2162	4.7307	23.5924
Si	2.0235	3.2819	-10.2218
Si	10.7805	5.0735	21.9146
Si	6.7519	11.508	16.6671
O	4.7924	6.985	-7.953
O	9.5155	11.2737	-0.9647
O	12.2016	8.8149	-3.0763
O	8.8144	4.3101	-4.165
O	2.5643	9.4603	0.5985
O	4.2478	11.3537	0.078
O	11.2844	12.2626	0.7248
O	9.3703	8.7922	-6.5444
O	4.6286	8.953	-0.9377
O	8.776	11.9312	1.475
O	10.2321	9.8765	1.1746
O	4.1702	13.3943	20.875
O	6.7888	9.6494	20.2436
O	1.9915	9.5465	16.8539
O	6.1267	4.2462	-0.7806
O	4.2231	8.17	16.4452
O	4.9885	6.4377	-1.4515
O	4.6594	8.8739	-6.1129
O	10.8023	6.7818	-2.2493
O	3.5385	9.0431	18.897
O	6.3213	6.1305	18.1143
O	2.7824	4.6815	-10.3971
O	9.1745	10.2798	22.261
O	9.8128	6.1725	0.1193
O	8.9899	12.6767	-3.1677
O	6.5399	4.9074	-5.4086
O	11.8363	13.5431	18.9722
O	10.4417	7.2868	17.4405
O	5.772	4.5815	-7.9393
O	2.5297	7.7933	21.074
O	1.6543	13.3715	-1.6967
O	2.7777	13.4255	-4.0571
O	2.6983	10.6191	23.462
O	5.4872	4.5277	19.9589
O	7.3962	13.0054	16.6918
O	11.8706	4.8764	-0.8457
O	2.6825	12.0659	17.3136
O	3.1747	9.0108	-8.2925
O	9.8661	2.7991	16.1918
O	4.7375	7.0618	20.004
O	6.7573	8.2281	-2.2239
O	8.0142	8.4135	18.0813
O	9.2785	13.0542	18.6511
O	8.7256	9.1024	24.5757
O	6.7414	9.4429	22.8368
O	10.7227	11.7281	20.5453
O	11.4596	5.2764	18.7196
O	9.4089	13.1418	-5.7003
O	5.9091	3.4252	22.6799
O	8.2449	4.4083	17.5192
O	9.5516	10.7855	-8.2194
O	2.9359	4.3335	19.3718
O	11.1542	11.27	17.9482
O	2.4673	5.0437	-4.9066
O	3.5078	4.1956	-0.9676
O	7.4647	9.1158	-4.6855
O	2.1914	7.1054	17.7408
O	7.4919	12.95	-1.0939
O	10.1809	12.2635	-10.3128
O	3.0452	12.9143	-10.1123
O	4.7313	12.7866	-8.1954
O	1.8741	2.9928	-6.4769
O	7.4522	10.7104	-2.4993
O	4.3559	3.6088	-5.9028
O	1.4087	12.9939	23.5902
O	9.3599	5.3457	21.2094
O	1.8506	4.5994	24.4096
O	7.7297	11.4442	-9.9955
O	11.8775	5.4132	16.1486
O	11.1137	3.1177	-3.8396
O	8.4214	4.0177	0.5113
O	6.659	9.0155	-9.6726
O	9.1589	8.3295	-9.1466
O	11.798	4.1887	21.0542
O	7.235	10.8828	18.0739
O	5.5043	13.5519	-10.7239
O	1.498	8.3681	23.4969
O	8.8014	13.2693	-8.3273
O	4.8385	11.4721	-5.8287
O	5.8514	11.692	21.8604
O	7.1216	6.4474	20.6588
O	11.894	11.5054	-3.4462
O	4.017	12.8082	23.4746
O	9.2728	9.9267	19.627
O	1.7195	7.7024	-10.1214
O	5.1325	5.9559	23.4673
O	1.899	10.303	-10.2064
O	11.7952	5.3731	-7.0012
O	4.6212	2.7309	18.2271
O	2.6675	7.2264	-6.4169
O	12.1111	7.3769	-0.0268
O	7.6039	5.3763	23.1068
O	11.3918	6.5368	22.1277
O	11.2293	9.1177	21.2015
O	5.2777	9.901	-3.7151
O	10.5206	4.172	23.2347
O	5.099	11.0722	-10.0726
O	8.662	7.6726	22.37
O	8.6894	4.5598	-6.7892
O	7.2057	6.5736	-8.9304
O	4.5117	9.44	21.3182
O	4.0997	8.3727	23.9623
O	11.4712	9.0531	-8.166
O	5.1666	5.7218	-10.2793
O	6.4808	10.9012	-7.7945
O	11.9909	3.4623	-8.9267
O	9.7871	8.5417	-3.9288
O	8.4254	6.7168	-5.2525
O	2.9056	10.1813	-4.6097
O	6.554	13.3419	-6.5135
O	5.1421	11.7001	16.5563
O	2.8187	10.5325	-1.9064
O	11.5232	6.8747	-4.8024

Results
free energy: -156562.881 eV
free energy less fixed offsets of O -570.45, Si -639.56 eV per atom: -5.391 eV

Forces (eV/angstrom), in the order of the atoms: element, x, y, z
Si	0.0007	0.0107	0.0247
Si	-0.0006	-0.0023	0.0136
Si	0.0103	0.0326	-0.049
Si	-0.0093	-0.0081	0.0407
Si	-0.0006	-0.0055	0.0287
Si	0.0086	-0.0009	-0.0418
Si	0.0044	0.0112	0.0239
Si	-0.0011	-0.0117	-0.0351
Si	-0.0043	-0.0085	0.0019
Si	-0.021	0.0026	-0.0323
Si	-0.01	-0.0049	0.0158
Si	0.0039	0.0032	-0.036
Si	0.0022	0.0072	-0.0254
Si	-0.0015	-0.0028	-0.0338
Si	-0.0033	0.0046	0.0062
Si	0.0097	0.004	-0.0002
Si	-0.0016	-0.0015	0.0007
Si	0.0108	-0.0122	-0.0321
Si	-0.005	0.0023	0.0081
Si	-0.0076	-0.0001	-0.0015
Si	-0.0107	0.0148	-0.029
Si	0.003	-0.0001	0.0024
Si	-0.0146	-0.0196	-0.01
Si	0.0092	0.0015	0.0093
Si	0.004	-0.0016	-0.0061
Si	-0.002	0.0021	-0.0042
Si	0.0048	-0.0016	-0.0062
Si	0.001	0.0023	-0.0021
Si	-0.0005	-0.001	0.0008
Si	0.0028	0.0034	0.0007
Si	0.0036	-0.0023	-0.0006
Si	0.0022	0.0023	-0.0075
Si	-0.0001	0.0018	-0.0002
Si	-0.0013	-0.0025	0.0013
Si	-0.0007	0.0014	-0.0042
Si	-0.0027	-0.0037	0.0014
Si	0.001	0.0011	-0.0001
Si	-0.0007	0.0006	-0.0009
Si	0.0038	0.0028	-0.001
Si	-0.0006	0.0003	-0.0012
Si	0.0017	-0.0013	-0.0027
Si	0.0024	-0.0008	-0.0024
Si	0.0024	-0.002	-0.003
Si	0.0022	0.0008	-0.0026
Si	0.0002	0.0001	-0.0019
Si	0.0018	-0.0013	-0.0032
Si	-0.0036	0.0005	-0.0005
Si	0.0005	0.0009	-0.0035
Si	-0.0021	0.0032	-0.0027
Si	-0.0017	0.0025	-0.0039
Si	0.0032	-0.0023	-0.0039
Si	0.0035	-0.0003	-0.0018
Si	0.002	-0.0019	-0.0014
Si	0.0023	-0.0026	-0.0016
Si	-0.0003	0.0014	-0.0026
Si	-0.0013	0.0014	-0.0045
Si	0.0002	-0.0009	-0.0013
Si	0.002	-0.0029	-0.0018
Si	0.0009	0.003	-0.0046
Si	-0.0011	-0.0017	-0.0041
Si	-0.0009	0.0012	-0.0042
Si	0.0002	0.0002	-0.0052
Si	0.0002	-0.0008	-0.0019
Si	0.0018	0.0015	-0.0016
Si	0.0023	-0.0009	0.0017
Si	0.0062	-0.0019	0.0028
Si	-0.0007	0.0003	0.002
Si	-0.0003	0.0008	0.0003
Si	0.0008	0.0005	-0.0006
Si	0.0014	-0.0004	0.0008
Si	0.0021	-0.0022	0.002
Si	0.0011	-0.003	0.0001
Si	-0.0042	0.0019	-0.0022
Si	-0.0024	0.0021	-0.005
Si	-0.0003	0.0014	-0.0026
Si	0.0002	0.0038	0.0012
Si	0	-0.0001	0.0007
Si	-0.0008	0.0007	-0.0037
Si	0.0015	0.0018	-0.0045
Si	0.0001	-0.0006	-0.0048
Si	0.0007	0.0014	-0.0009
Si	-0.0011	-0.0022	0.0021
Si	0.0005	-0.0048	-0.0036
Si	0.0029	-0.0014	0.006
Si	0.0066	0	0.0018
Si	0.0045	-0.0041	0.0035
Si	0.0006	0.0005	0.0062
Si	-0.0016	-0.0015	0.0041
Si	0.0075	-0.0068	-0.0278
Si	-0.002	0.0013	0.0136
Si	0.0033	-0.0077	0.0217
Si	0.0119	0.0034	0.014
Si	-0.0016	-0.0078	0.0095
Si	0.0065	-0.0061	0.0217
Si	0.0018	0.0076	-0.0358
Si	0.01	-0.0054	-0.0078
Si	-0.0047	0.0008	0.02
Si	0.0036	-0.0091	-0.0315
Si	-0.0032	0.0048	0.0181
Si	0.001	-0.0044	0.005
Si	-0.0018	-0.027	-0.0229
Si	0.002	0.0119	-0.045
Si	0.0101	0.0122	0.0474
Si	-0.0045	0.0017	0.024
Si	-0.003	-0.0018	0.0428
Si	0.001	0.0043	0.0018
Si	0.0057	-0.0104	-0.0417
Si	-0.0088	-0.003	0.048
Si	0.0055	-0.0162	-0.0262
Si	0.002	-0.0062	0.0358
Si	-0.0006	-0.0097	-0.0138
Si	0.0056	-0.0038	0.0494
Si	-0.0027	0.0123	-0.018
Si	0.0104	-0.008	-0.0025
Si	-0.0118	0.0174	0.0364
Si	-0.0111	0.0176	-0.0507
Si	-0.0199	0.0029	-0.0421
Si	0.0026	0.0079	0.0264
Si	-0.0121	0.0081	-0.0064
Si	-0.0018	-0.0048	-0.0257
Si	0.001	-0.015	0.0369
Si	0.003	0.0098	-0.0065
Si	-0.001	0.0029	-0.011
Si	-0.0084	0.0029	0.0219
Si	-0.0039	0.0012	0.0145
Si	-0.008	-0.0053	0.0102
Si	0.0078	-0.0054	0.0446
Si	0.0024	0.0018	0.0168
Si	0.0255	0.0056	-0.0012
Si	0.0073	-0.0066	0.0419
Si	0.0052	-0.0016	0.0415
Si	0.0052	0.007	0.025
Si	0.0015	0.0085	-0.0135
Si	-0.0013	-0.0113	-0.0343
Si	-0.0237	0.017	-0.0552
Si	0.0028	-0.0015	0.0368
Si	-0.007	0.0031	-0.0144
Si	-0.0043	0.0071	0.046
Si	0.002	0.0027	0.0299
Si	-0.0091	-0.0067	-0.0476
Si	0.0038	0.0013	0.0334
Si	-0.0087	0.0079	0.0468
Si	-0.0164	-0.0068	0.0231
Si	0.0134	-0.0093	-0.0402
O	0.004	-0.0017	-0.0178
O	0.0092	0.0031	0.0207
O	-0.0028	-0.0055	0.0059
O	-0.0012	-0.0023	-0.014
O	-0.0076	-0.0133	0.0214
O	0.0102	0.0035	0.035
O	0.0168	0.0212	0.0127
O	0.0009	0.0034	-0.0283
O	0.0094	-0.0141	0.0211
O	-0.0004	0.01	0.0326
O	0.0125	-0.012	0.0384
O	-0.006	-0.0009	-0.0005
O	-0.0059	0.0058	0.0093
O	0.0058	-0.0088	0.0062
O	-0.006	0.0046	0.0226
O	-0.0176	0.0107	0.0475
O	-0.0088	-0.0018	0.0111
O	-0.0084	-0.0093	-0.0185
O	0.002	-0.0163	0.0248
O	0.0006	0.0028	0.018
O	0.0037	-0.0056	0.0061
O	0.0098	0.0035	-0.0171
O	-0.0018	0.005	-0.0108
O	-0.0094	-0.011	0.031
O	0.004	0.0066	-0.0071
O	-0.0015	-0.0065	-0.0187
O	-0.0059	-0.001	0.008
O	0.0214	-0.0132	0.0095
O	0.0022	0.0066	-0.0171
O	0.0043	-0.0041	-0.0108
O	0.0024	0.0149	0.0248
O	-0.0009	0.0077	-0.0031
O	-0.0032	-0.0049	-0.0155
O	-0.0139	-0.0021	0.0054
O	0.0051	0.0107	0.0226
O	0.0077	-0.0098	0.0169
O	-0.0033	-0.008	0.0138
O	-0.0095	-0.0037	-0.0236
O	-0.0164	0.0062	0.049
O	-0.0091	0.0053	0.0019
O	-0.014	-0.0145	0.028
O	-0.0029	0.0089	0.003
O	0.0084	-0.0006	0.0092
O	-0.0052	0.0014	-0.0223
O	0.0009	-0.0017	-0.0155
O	0.0018	-0.0013	0.0042
O	-0.0029	0.0109	0.0011
O	-0.008	0.0039	-0.012
O	-0.0091	-0.0074	-0.0183
O	0.0021	-0.0128	0.009
O	-0.0026	0.0092	-0.0141
O	-0.0044	-0.0131	0.0198
O	-0.0115	0.006	0.0224
O	-0.0032	-0.006	0.0029
O	0.0037	0.0006	0.016
O	0.0011	-0.003	0.001
O	-0.0072	-0.0002	0.0117
O	-0.0125	0.014	0.0344
O	0.0034	0.0069	-0.019
O	-0.0025	-0.0025	-0.011
O	-0.0121	-0.0102	-0.0342
O	-0.006	-0.0012	-0.0102
O	0.0012	0.0041	0.0094
O	-0.0017	0.0004	-0.0084
O	-0.0028	0	-0.0131
O	0.0048	-0.0059	-0.002
O	-0.0127	-0.0032	-0.0218
O	0.0035	-0.0006	-0.0189
O	-0.007	0.028	0.0492
O	0.0002	-0.0009	-0.0129
O	0.0054	0.004	0.0216
O	0.0255	-0.0253	-0.0286
O	-0.0136	-0.0095	-0.0245
O	0.009	-0.008	-0.0208
O	0.0074	-0.0047	0.0261
O	-0.0023	0.0067	-0.0254
O	-0.0155	-0.0112	-0.0259
O	0.0063	-0.0202	-0.0236
O	0.0001	0.0011	-0.0154
O	0.0003	-0.0059	-0.009
O	-0.019	-0.0043	-0.0173
O	0.0045	0.004	0.0085
O	0.0069	-0.0026	-0.0189
O	0.0021	0.0025	0.0017
O	-0.0007	-0.008	-0.0229
O	0.0055	-0.0086	-0.0093
O	0.0009	-0.0008	-0.0139
O	-0.0029	-0.0102	-0.0167
O	0.0001	0.0105	0.0311
O	0.0054	0.0091	-0.0168
O	0.0114	0.0117	0.0226
O	-0.003	0.0024	-0.0122
O	-0.0021	0.0048	-0.0101
O	0.0019	-0.0023	-0.0019
O	0.0005	0.0008	-0.0018
O	-0.0077	0.0138	-0.0275
O	-0.0057	-0.0017	-0.028
O	-0.0053	0.0116	0.0031
O	-0.0033	-0.0037	-0.0045
O	0.0062	0.0097	-0.0187
O	0	0.0015	-0.0051
O	-0.0048	0.0021	-0.011
O	0.0151	0.0008	-0.0209
O	-0.0077	-0.0052	-0.0225
O	-0.003	-0.0055	-0.0306
O	0.0145	-0.0041	-0.0274
O	-0.0015	-0.0065	0.0009
O	-0.0051	-0.0055	-0.0066
O	0.0072	-0.0011	-0.0033
O	0.004	0.0019	-0.001
O	0.0009	0.002	0.0012
O	0.0175	-0.0077	0.0282
O	0.0032	0.0006	-0.0025

The program warned: the cutoff lies below the one the program advises for these potential files; the forces do not sum to zero within the program's tolerance; empty levels may hold ghost states of the PAW files; the exchange-correlation potential is rough where the density is thin.
